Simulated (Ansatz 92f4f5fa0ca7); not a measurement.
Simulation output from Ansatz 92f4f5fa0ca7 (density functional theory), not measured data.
Periodic cell of 288 atoms, Si194O94, from a study of silicon, its oxide and their interface. The atomic structure is a simulated model.
Doubt: the cutoff is far below the 930 eV that the study's wrapper takes by default for these files, so forces and energies are approximate.
This geometry differs little from another in the collection (a relaxation step or a small displacement).

Settings: functional PBE; potential files Ansatz PAW; basis plane waves; wave-function cutoff 580 eV; density cutoff ratio 5; exchange-correlation grid ratio 1; k mesh 1 x 1 x 1, Gamma-centred; self-consistency stop 5e-08 eV per atom in the density residual; occupations fixed; spin none; net charge 0.

Cell vectors (angstrom)
a 11.6015 0 0
b 0 10.938 0
c 0 0 41.2486

Atoms: element, x, y, z (angstrom)
Si 0 0 0.9665
Si 3.8672 0 0.9665
Si 7.7343 0 0.9665
Si 1.9336 1.3673 0.9665
Si 5.8008 1.3673 0.9665
Si 9.6679 1.3673 0.9665
Si 0 5.469 0.9665
Si 3.8672 5.469 0.9665
Si 7.7343 5.469 0.9665
Si 1.9336 6.8362 0.9665
Si 5.8008 6.8362 0.9665
Si 9.6679 6.8362 0.9665
Si 1.9336 2.7345 40.2815
Si 5.8008 2.7345 40.2815
Si 9.6679 2.7345 40.2815
Si 0 4.1018 40.2815
Si 3.8672 4.1018 40.2815
Si 7.7343 4.1018 40.2815
Si 1.9336 8.2035 40.2815
Si 5.8008 8.2035 40.2815
Si 9.6679 8.2035 40.2815
Si 0 9.5708 40.2815
Si 3.8672 9.5708 40.2815
Si 7.7343 9.5708 40.2815
Si 0 0 4.8337
Si 3.8672 0 4.8337
Si 7.7343 0 4.8337
Si 1.9336 1.3673 4.8337
Si 5.8008 1.3673 4.8337
Si 9.6679 1.3673 4.8337
Si 0 5.469 4.8337
Si 3.8672 5.469 4.8337
Si 7.7343 5.469 4.8337
Si 1.9336 6.8362 4.8337
Si 5.8008 6.8362 4.8337
Si 9.6679 6.8362 4.8337
Si 1.9336 2.7345 2.9001
Si 5.8008 2.7345 2.9001
Si 9.6679 2.7345 2.9001
Si 0 4.1018 2.9001
Si 3.8672 4.1018 2.9001
Si 7.7343 4.1018 2.9001
Si 1.9336 8.2035 2.9001
Si 5.8008 8.2035 2.9001
Si 9.6679 8.2035 2.9001
Si 0 9.5708 2.9001
Si 3.8672 9.5708 2.9001
Si 7.7343 9.5708 2.9001
Si 0.1482 -0.2329 30.7033
Si 3.7956 0.2933 30.6233
Si 9.7437 0.9256 30.6324
Si 1.7547 1.3914 30.6861
Si 5.6697 1.685 30.4752
Si 7.9532 -0.5506 30.4394
Si 0.1339 5.2595 30.7038
Si 5.3541 7.0992 30.4343
Si 8.2134 5.7307 30.0646
Si 1.9316 6.7277 30.7344
Si 3.8249 5.3805 30.612
Si 10.1041 6.8944 30.5605
Si 1.9629 2.6909 32.6321
Si 5.8246 2.7065 32.5928
Si 9.7272 2.4363 32.5556
Si -0.0162 3.9217 32.6073
Si 3.8837 4.0586 32.5804
Si 7.8465 3.863 32.6409
Si 1.9895 8.1791 32.6018
Si 5.6519 8.2394 32.5107
Si 9.7284 8.1048 32.5754
Si 0.0263 9.4537 32.6689
Si 3.8103 9.7147 32.5476
Si 7.7174 9.371 32.5275
Si 0.0423 -0.0557 34.5426
Si 3.8634 -0.0013 34.5403
Si 7.7383 -0.0979 34.425
Si 1.9455 1.3322 34.5493
Si 5.8218 1.2978 34.4806
Si 9.6889 1.2281 34.5388
Si 0.0096 5.4089 34.4701
Si 3.8748 5.4296 34.4983
Si 7.7517 5.4331 34.4447
Si 1.9532 6.777 34.4953
Si 5.7799 6.8011 34.411
Si 9.6891 6.7623 34.4952
Si 1.9353 2.738 36.4381
Si 5.8181 2.7052 36.4007
Si 9.6629 2.7126 36.4021
Si -0.0006 4.0806 36.4241
Si 3.8843 4.0714 36.4261
Si 7.7309 4.0897 36.4068
Si 1.9425 8.1669 36.4178
Si 5.8116 8.1621 36.3833
Si 9.6695 8.1797 36.4051
Si 0.0144 9.5214 36.4513
Si 3.8786 9.529 36.4293
Si 7.7312 9.5394 36.4041
Si 0 0 38.3479
Si 3.8672 0 38.3479
Si 7.7343 0 38.3479
Si 1.9336 1.3673 38.3479
Si 5.8008 1.3673 38.3479
Si 9.6679 1.3673 38.3479
Si 0 5.469 38.3479
Si 3.8672 5.469 38.3479
Si 7.7343 5.469 38.3479
Si 1.9336 6.8362 38.3479
Si 5.8008 6.8362 38.3479
Si 9.6679 6.8362 38.3479
Si 1.9881 2.7156 6.8178
Si 5.7822 2.7942 6.7066
Si 9.6825 2.74 6.7838
Si 0.0359 4.0527 6.7157
Si 3.8601 4.1593 6.7971
Si 7.7448 4.0908 6.7376
Si 1.918 8.2332 6.8119
Si 5.7964 8.2657 6.7372
Si 9.6642 8.2665 6.6983
Si -0.0008 9.6295 6.8014
Si 3.8538 9.6026 6.8069
Si 7.7311 9.6277 6.7756
Si 0.0355 0.1312 8.7326
Si 3.9413 -0.0243 8.8038
Si 7.7161 0.1578 8.6631
Si 2.0097 1.4022 8.8478
Si 5.7689 1.4852 8.6352
Si 9.6509 1.5017 8.8193
Si -0.0053 5.4564 8.5718
Si 3.8806 5.5668 8.7364
Si 7.7015 5.5079 8.6079
Si 1.8996 6.8744 8.7745
Si 5.8235 6.9054 8.6396
Si 9.6821 6.8 8.5049
Si 1.9231 2.9062 10.7298
Si 5.7264 2.8198 10.5873
Si 9.4858 2.9417 10.7866
Si -0.0708 4.1657 10.53
Si 3.8469 4.3076 10.7264
Si 7.572 4.3483 10.6614
Si 1.3607 7.8072 10.9184
Si 6.1683 8.0644 10.6591
Si 9.7486 8.3602 10.2127
Si -0.0126 9.6717 10.6033
Si 4.5494 9.8616 10.8928
Si 7.8668 9.6229 10.4725
Si -0.1301 0.3881 13.4323
Si 5.5844 0.821 11.9288
Si 7.6339 -0.1645 12.5212
Si 1.9532 2.6328 13.0922
Si 4.6171 1.3444 13.9695
Si 8.8919 1.8219 12.8725
Si 0.1429 5.9689 12.0151
Si 1.5089 4.9763 13.6652
Si 7.4239 6.3663 12.0477
Si 3.0823 8.6555 12.2784
Si 5.9574 5.7151 14.7253
Si 9.7048 7.1013 12.1381
O 3.8747 7.258 12.7466
O 7.0004 6.3681 13.6536
O 6.6608 4.4712 15.4881
O 1.232 1.2571 13.6501
O 7.4972 9.7329 13.8519
O 5.5212 6.8207 15.8343
O 5.7396 12.8993 15.0207
O 8.0259 2.8134 13.8957
O 2.6135 9.5914 13.5823
O 4.6952 5.0973 13.9078
O 3.4743 2.525 13.7329
O 11.4139 10.6893 11.9291
O 8.4123 5.0837 28.5683
O 4.0212 10.4174 29.2133
O 3.7967 4.5152 29.1799
O 0.4693 9.9089 29.2625
O 6.7503 11.4512 30.0812
O 6.8863 6.6759 30.0529
O 0.175 4.5731 29.1728
O 5.7587 2.7835 29.242
O 4.7138 7.9081 29.1286
O 1.3046 2.2042 29.3082
O 13.3196 7.5649 29.2969
O 8.0565 9.28 29.1976
Si -0.0724 5.2052 18.7561
Si 10.6283 8.6999 14.7518
Si 2.8796 2.6362 26.4365
Si 4.5743 9.2689 28.2293
Si -0.8862 3.7647 22.9718
Si -1.9916 2.0811 20.8268
Si 13.857 3.8483 23.6483
Si 2.2193 6.9176 23.5804
Si 8.3033 4.2697 24.591
Si 7.5058 8.8368 27.6983
Si 9.8139 1.6655 27.6292
Si 0.4283 8.3748 28.6978
Si 5.553 10.6728 24.2622
Si 2.9711 8.3275 18.1353
Si -0.2582 12.9495 18.3662
Si 2.4227 11.3039 17.5771
Si 4.1638 4.1358 21.1956
Si 9.6728 10.2741 25.8785
Si 5.2317 10.4949 21.3599
Si 7.8822 1.4129 25.3498
Si 2.9889 10.5552 26.0069
Si 0.5978 8.7825 25.5351
Si 7.2954 0.6143 19.7106
Si 5.3475 8.3541 16.3483
Si 4.9803 3.8452 28.2623
Si 3.4557 10.4037 14.7793
Si 4.4957 1.6299 19.4633
Si 7.0581 2.9179 15.2339
Si 3.612 5.6064 12.7774
Si 6.7664 5.5533 22.1047
Si 1.0262 6.6796 16.2412
Si 5.0531 8.1194 23.0454
Si 0.641 3.2885 28.2859
Si 8.6649 1.1976 17.034
Si 7.438 5.6103 27.3657
Si 7.9779 9.6377 15.4254
Si 2.2431 6.4415 20.5372
Si 9.3016 5.0192 20.6346
O 0.002 3.6207 18.3803
O 10.3422 4.9671 21.9129
O 2.6354 7.6778 19.5742
O 2.406 5.3952 24.121
O 3.6811 7.6187 23.7601
O 2.2856 7.4721 16.9128
O -2.6301 3.4674 20.2272
O 9.9197 4.107 24.361
O 2.4922 11.0015 15.9724
O 1.7399 6.9559 22.0096
O 11.7546 7.713 15.3479
O 9.3005 8.7121 15.7013
O 4.028 3.1074 19.942
O 1.5075 5.4529 15.2698
O 1.5835 10.0614 25.3722
O 10.7051 9.2864 25.1142
O 2.3769 9.8375 18.2827
O 7.4031 7.2402 27.3814
O -0.7825 1.554 19.8513
O 3.74 1.22 18.0702
O 2.7157 1.0405 26.767
O 8.1335 0.3743 18.3404
O 6.128 1.7034 19.3229
O 6.0345 9.5288 27.5499
O 1.0831 7.6181 24.5114
O 6.4961 0.5601 25.2976
O 8.3807 1.9007 26.8492
O 1.7833 3.5963 27.1688
O 8.4711 9.4093 26.5355
O 4.4513 9.2307 15.3218
O 0.0891 6.0745 17.4061
O 3.2436 3.5335 22.3955
O 7.5918 5.1044 23.4164
O 3.6069 5.5839 20.7287
O 7.8051 2.5211 16.6328
O 4.1312 0.4821 20.5836
O 5.9741 6.9125 22.4918
O 4.3533 3.0842 26.9711
O 6.5152 -0.6737 20.3507
O 5.7143 4.3808 21.6579
O 8.0418 5.0611 25.9728
O 5.6784 11.2784 22.7406
O -1.4159 2.347 22.3283
O 3.515 9.3367 26.9811
O 5.8818 9.0559 24.1217
O 1.104 5.5185 19.8375
O 10.3725 0.2085 27.092
O 1.1019 12.1599 17.9717
O 10.0918 5.6827 19.3785
O 4.5873 8.3537 17.805
O 9.0557 0.404 24.7905
O 7.9043 5.8085 20.9434
O 10.9807 2.769 27.3722
O 5.9494 4.9988 27.6449
O 2.7291 2.8521 24.8343
O 7.6442 2.7757 24.512
O 6.8123 9.0754 16.4155
O 0.5245 8.2714 27.0816
O 8.457 0.2142 15.7648
O 0.6991 3.6053 23.2356
O 4.0254 10.8313 24.7877
O 10.2162 1.6299 17.2483
O 8.3652 1.0415 20.8683
O 4.6185 9.0456 21.7603
O 9.5362 1.7806 29.2225
O 10.0817 8.2172 13.3047
O -1.2978 1.5072 13.6481
O 11.3076 -0.7616 14.5715
O -1.0006 7.7456 29.2058
O 7.9482 4.5475 31.1341

Results
free energy: -176783.764 eV
free energy less fixed offsets of O -568.88, Si -635.61 eV per atom: -0.704 eV

Forces (eV/angstrom), in the order of the atoms: element, x, y, z
Si -0.0006 0.0384 0.0241
Si 0.0019 0.0511 0.0215
Si 0.0017 0.0481 0.0028
Si -0.0026 -0.0544 0.0057
Si 0.0017 -0.0171 -0.0145
Si 0.0019 -0.0596 0.0004
Si -0.0086 0.0149 -0.0053
Si 0.002 0.0487 0.0022
Si 0.0028 0.0322 -0.0066
Si -0.0055 -0.0637 0.0047
Si 0.0063 -0.0433 -0.0094
Si 0.0033 0.0071 -0.0311
Si 0.009 0.0235 0.0261
Si 0.0011 0.0319 -0.0004
Si -0.0031 0.0423 0.0161
Si 0.0026 -0.0237 -0.0126
Si 0.0028 -0.0403 -0.0029
Si 0.0032 -0.0427 -0.0158
Si 0.0067 0.0392 0.0146
Si 0.0059 0.0593 -0.0165
Si -0.0092 0.0153 -0.0036
Si -0.0136 -0.0093 0.0119
Si 0.0039 -0.0203 0.0051
Si 0.013 -0.0515 -0.0085
Si 0.0186 0.131 0.0198
Si -0.0826 0.0982 0.1154
Si 0.0141 0.1978 -0.1131
Si 0.1334 -0.0189 0.201
Si -0.0637 0.0077 -0.1764
Si -0.0159 -0.0738 0.1286
Si 0.1011 -0.0295 -0.1407
Si -0.0587 0.1697 0.0725
Si 0.0345 0.1135 -0.0816
Si -0.0319 0.1156 0.2636
Si 0.0059 0.0878 0.0076
Si -0.0161 0.1048 -0.2752
Si -0.0169 0.0986 0.0598
Si -0.0058 -0.0142 -0.0164
Si 0.0116 0.0827 0.0349
Si -0.0061 0.0404 -0.0614
Si 0.0023 -0.0541 0.0036
Si 0.007 -0.0077 -0.0255
Si -0.0172 0.0848 0.0308
Si 0.004 0.0051 -0.0358
Si 0.0256 -0.0653 -0.0621
Si 0.0036 -0.0569 0.0044
Si 0.0218 -0.0869 0.0442
Si -0.011 -0.0501 0.0093
Si -0.037 -0.0273 -0.0826
Si 0.0385 0.0136 -0.0351
Si 0.0012 0.0727 0.0038
Si 0.0151 0.0419 -0.0261
Si -0.0401 -0.0342 0.0888
Si -0.0545 0.0071 -0.0198
Si -0.0884 0.0105 -0.0864
Si 0.0165 0.0148 0.0268
Si 0.0003 0.0133 -0.0352
Si 0.034 -0.0018 -0.0632
Si 0.0599 0.0011 -0.0138
Si 0.0053 0.0158 0.057
Si -0.0408 -0.0259 0.0031
Si 0.0788 0.0017 -0.0317
Si -0.0484 -0.0106 -0.0631
Si 0.0064 0.0091 0.0113
Si 0.0118 0.0436 -0.0415
Si 0.0143 0.0997 -0.0372
Si -0.0396 -0.0064 0.0376
Si -0.0053 0.0303 -0.0564
Si -0.0885 -0.0749 -0.0734
Si 0.06 0.061 0.0089
Si 0.012 0.0408 -0.0797
Si -0.0292 -0.0259 0.0205
Si 0.0054 -0.0344 0.0321
Si 0.0162 -0.0252 0.0465
Si 0.0131 -0.0362 0.0033
Si -0.0032 0.0404 0.0107
Si -0.0354 0.0107 0.007
Si 0.0011 0.0109 0.0349
Si -0.0057 -0.0044 -0.0074
Si 0.0162 -0.0138 0.0117
Si -0.0315 -0.0657 -0.0634
Si -0.0229 0.0205 0.0243
Si 0.0481 -0.0079 0.0465
Si 0.0139 0.0162 0.0375
Si -0.0026 -0.0225 -0.0081
Si -0.0018 -0.0189 -0.0104
Si 0.0017 -0.0234 -0.0037
Si 0 0.0173 -0.0056
Si -0.0034 0.0205 0.0069
Si 0.0078 0.0366 -0.0125
Si 0.0061 -0.0004 -0.0059
Si -0.016 -0.0278 -0.0241
Si 0.0124 -0.0289 -0.0206
Si 0.0046 0.006 -0.0033
Si 0.002 0.0099 0.0005
Si 0.0003 0.0104 0.0007
Si 0.0222 -0.0145 0.0545
Si 0.015 -0.0665 -0.0153
Si -0.0151 -0.0549 -0.1312
Si 0.0008 -0.1264 0.0913
Si 0.0288 -0.1003 -0.0177
Si -0.0202 -0.0655 -0.0015
Si -0.0473 0.0075 -0.0075
Si 0.0498 -0.0257 0.0138
Si 0.0059 -0.0357 -0.0329
Si 0.0322 -0.1858 0.0807
Si 0.0002 -0.1197 -0.093
Si -0.0038 -0.0829 0.0044
Si -0.0059 -0.0346 0.0069
Si -0.0013 -0.02 0.0007
Si -0.0072 -0.0286 0.0161
Si 0.0178 0.012 -0.0218
Si -0.0088 0.0165 -0.0095
Si 0.0159 0.0161 0.0005
Si 0.0106 -0.0155 -0.0007
Si -0.0195 -0.0202 -0.0153
Si -0.0022 -0.0139 -0.0281
Si 0.0045 0.0157 0.0287
Si -0.0089 0.0135 0.004
Si -0.0155 0.0126 0.0372
Si -0.0189 -0.0038 0.0177
Si -0.0303 0.0138 -0.049
Si 0.0161 -0.0221 0.0228
Si 0.0167 0.0473 0
Si -0.0235 -0.0011 -0.0138
Si 0.0176 -0.0006 0.0093
Si 0.1283 -0.0915 0.0106
Si -0.0083 -0.0111 -0.0357
Si 0.0248 -0.0275 -0.0198
Si -0.0262 -0.0131 -0.0597
Si -0.0036 0.0767 0.0496
Si -0.1106 -0.0267 -0.0401
Si 0.0026 -0.0239 -0.1382
Si -0.0677 0.0492 -0.0137
Si -0.0222 0.0119 -0.0139
Si -0.0085 0.0426 0.0654
Si 0.0536 -0.062 -0.0113
Si 0.021 -0.017 0.0273
Si -0.0378 -0.0017 0.1232
Si 0.0424 -0.0735 -0.0379
Si -0.032 -0.0472 0.0972
Si -0.0107 0.1395 0.0045
Si -0.0057 -0.0747 0.036
Si -0.0324 0.0439 -0.012
Si 0.0216 0.0732 0.0108
Si 0.0141 0.0116 0.0457
Si 0.0298 -0.0038 0.0368
Si 0.0689 0.0295 0.1882
Si -0.0633 0.1219 0.0355
Si -0.047 -0.008 0.0415
Si 0.0526 -0.022 0.0493
Si 0.0642 -0.0192 -0.0414
Si 0.0237 0.0981 0.0711
Si -0.0314 -0.0837 -0.0337
Si -0.0391 0.013 -0.0161
Si -0.0098 0.0827 0.0026
O -0.0276 0.1144 -0.0329
O -0.0024 -0.0024 -0.0513
O -0.0057 -0.0093 -0.0169
O -0.0475 -0.0353 -0.0179
O 0.0109 0.002 -0.0513
O -0.0013 -0.0273 -0.0708
O -0.011 -0.0327 -0.0355
O -0.0044 0.0098 -0.0051
O 0.0456 -0.0166 0.0147
O 0.066 0.002 -0.0164
O -0.0256 -0.0425 -0.0913
O 0.0224 -0.094 -0.056
O -0.0259 -0.0139 0.0427
O -0.0005 -0.0451 -0.0306
O -0.0195 0.0059 0.0297
O 0.0051 -0.0244 0.0607
O 0.0483 -0.0162 0.0336
O 0.0223 -0.0035 0.0228
O 0.0351 0.0033 0.0704
O 0.0029 0.0462 -0.0268
O -0.0169 0.0358 0.0087
O 0.006 -0.0013 0.0612
O -0.0114 -0.0022 0.0844
O -0.0096 -0.0257 0.0179
Si 0.0159 -0.032 -0.0025
Si 0.0575 -0.135 -0.124
Si 0.0039 -0.0164 -0.038
Si -0.0131 0.0019 -0.0129
Si -0.0121 -0.0165 0.0682
Si 0.0132 -0.0234 0.0337
Si 0.0076 -0.0045 0.0635
Si -0.0193 0.0192 0.045
Si -0.0041 -0.0349 0.0337
Si 0.0146 0.0086 -0.0744
Si -0.0091 -0.031 -0.0718
Si -0.0347 -0.0021 -0.068
Si -0.0103 0.0336 0.0529
Si 0.0327 -0.0097 0.0014
Si -0.0214 -0.0062 0.0173
Si 0.0023 -0.0009 0.0536
Si -0.0231 -0.0096 0.0516
Si 0.0382 -0.0023 -0.0457
Si 0.0054 0.0134 0.0611
Si 0.0154 -0.016 -0.042
Si -0.0379 0.0145 -0.0462
Si -0.0075 0.0729 -0.0369
Si 0.0189 -0.0069 0.0113
Si 0.0126 -0.0324 0.0754
Si 0.0104 -0.0351 -0.0355
Si -0.0021 -0.0361 -0.0316
Si -0.0037 -0.0305 0.0102
Si 0.0034 -0.0147 -0.0117
Si -0.055 -0.0286 0.0975
Si 0.009 -0.0173 0.0741
Si 0.0003 0.03 -0.1216
Si -0.0202 0.0244 0.0536
Si 0.0001 0.0242 -0.0436
Si 0.0011 0.0224 0.0429
Si 0.0161 -0.0031 -0.0227
Si -0.0062 0.0075 0.0559
Si -0.0099 0.031 0.0246
Si 0.0097 -0.0269 0.0345
O -0.0065 0.0248 -0.0116
O 0.0008 0.0222 -0.0312
O -0.0194 -0.0139 0.0161
O 0.0038 -0.0022 -0.0144
O 0.0143 -0.013 -0.0121
O -0.0752 -0.0222 -0.0595
O -0.0129 0.0177 -0.0186
O 0.0143 0.003 -0.0287
O 0.0193 0.0054 -0.038
O -0.0056 -0.003 -0.0402
O -0.003 0.0069 0.0263
O 0.0295 -0.004 -0.0518
O 0.0019 0.0125 -0.0142
O -0.0112 0.0806 -0.0439
O 0.0055 -0.0072 0.0156
O 0.0008 -0.0014 0.0169
O -0.0102 -0.0053 -0.0248
O -0.0073 0.0182 0.0275
O -0.0091 0 0.0057
O 0.0213 0.0109 -0.0002
O -0.0019 0.0023 0.0471
O -0.0059 0.0056 -0.0108
O -0.0155 0.0019 -0.006
O -0.0049 0.0078 0.034
O 0.0193 -0.0368 -0.0221
O -0.0135 -0.0119 -0.0136
O -0.0033 0.0147 0.0416
O -0.0042 0.0057 0.0269
O -0.0216 -0.0026 0.0383
O 0.0064 0.0146 0.0012
O -0.0225 0.0111 0.0231
O 0.0139 -0.0001 -0.0356
O -0.0132 0.02 -0.0467
O 0.0159 -0.0072 -0.0242
O 0.0044 -0.0099 -0.0304
O -0.0032 0.0057 -0.0152
O 0.0102 -0.0045 -0.0298
O -0.0054 0.003 0.0307
O -0.0113 0.0082 -0.0117
O 0.0043 0.006 -0.0238
O 0.0026 -0.0022 0.0031
O -0.0014 -0.0053 -0.0393
O -0.0014 0.0027 -0.0277
O 0.0061 -0.0051 0.0536
O -0.0025 -0.0249 -0.0243
O 0.009 -0.0063 0.0029
O -0.0034 0.0132 0.0458
O 0.0092 -0.0169 -0.0102
O -0.0161 0.0039 -0.0065
O -0.0271 0.0006 -0.0342
O -0.0169 0.0141 0.0159
O -0.0091 0.0162 -0.0274
O 0.0037 0.0083 0.0343
O 0.0029 0.0041 0.0403
O -0.005 0.0174 -0.0173
O 0.0013 0.0226 -0.0019
O 0.0139 0.0193 -0.0544
O -0.01 0.0045 0.0578
O 0.0032 -0.0154 -0.0156
O -0.016 0.0031 -0.0253
O 0.0163 -0.0066 -0.0147
O 0.001 -0.0054 -0.0106
O 0.0058 0.0131 -0.0079
O -0.0007 -0.0008 -0.033
O 0.0067 -0.0223 0.0544
O -0.0005 0.0567 0.1596
O 0.0581 -0.051 -0.0011
O -0.0399 -0.0766 -0.0036
O 0.0435 0.0198 0.0129
O 0.0028 -0.0701 0.1021

The program warned: the cutoff lies below the one the program advises for these potential files; the exchange-correlation potential is rough where the density is thin.
